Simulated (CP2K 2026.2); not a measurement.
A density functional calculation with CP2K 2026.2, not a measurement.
Periodic cell of 504 atoms, Si360O144, from a study of silicon, its oxide and their interface. The atomic structure is a simulated model.
Doubt: the forces sum to 1.70 eV/angstrom along one axis rather than to zero, so they err by at least 0.0034 eV/angstrom per atom on average; the grid cutoff is modest.

Settings: functional PBE; method Gaussian and plane waves; basis set DZVP-MOLOPT-SR-GTH; pseudopotentials GTH-PBE; grid cutoff 350 Ry, relative cutoff 50 Ry; k points Gamma only; occupations fixed; spin none; net charge 0.

Cell vectors (angstrom)
a	16.32	0	0
b	0	16.32	0
c	-3.1152	4.1761	35.0443

Atoms and the computed forces on them: element, x, y, z (angstrom), force x, y, z (eV/angstrom)
Si	1.687	14.678	0.156	0.02	-0.08	0.003
Si	4.349	0.948	0.006	0.04	0.16	-0.178
Si	1.088	4.358	0.011	0.175	0.002	-0.28
Si	4.309	6.51	0.041	-0.142	0.065	-0.168
Si	1.013	9.938	0.269	0.043	-0.179	-0.205
Si	3.839	12.469	0.149	-0.035	-0.08	-0.192
Si	6.582	15.094	0.13	0.042	-0.036	-0.227
Si	9.767	1.112	0.083	0.017	0.039	-0.15
Si	6.593	4.379	0.039	-0.043	-0.052	-0.182
Si	9.322	7.069	0.024	-0.067	0.054	-0.013
Si	7.044	9.206	0.036	0.058	0.049	-0.013
Si	6.663	16.09	35.037	0.033	0.009	-0.126
Si	8.795	19.355	35.039	-0.092	0.054	-0.044
Si	14.761	1.648	0.006	-0.121	0.013	0.071
Si	12.561	3.828	0.085	-0.082	0.018	-0.05
Si	15.138	6.486	0.228	0.013	0.145	-0.218
Si	12.102	9.876	0.204	-0.024	-0.036	0.079
Si	15.018	12.09	0.137	0.035	0.018	-0.064
Si	2.819	16.248	1.484	-0.048	-0.076	-0.182
Si	5.435	2.694	1.285	-0.034	-0.021	-0.182
Si	2.713	5.41	1.4	-0.03	0.03	-0.236
Si	5.439	8.113	1.384	0.049	-0.038	-0.191
Si	2.685	10.95	1.537	-0.013	0.111	-0.18
Si	5.419	13.598	1.505	-0.102	-0.053	-0.231
Si	8.162	16.302	1.411	-0.019	0.014	-0.215
Si	10.934	2.681	1.411	0.084	0.032	-0.26
Si	8.16	5.498	1.407	0.014	0.053	-0.212
Si	10.902	8.187	1.397	0.009	0.103	-0.251
Si	8.204	10.799	1.389	-0.039	-0.028	-0.27
Si	10.815	13.593	1.378	0.008	-0.063	-0.26
Si	13.559	16.348	1.318	0.002	0.013	-0.324
Si	0.004	2.741	1.389	-0.024	0.072	-0.188
Si	13.638	5.324	1.565	-0.001	-0.007	-0.233
Si	-0.05	8.19	1.471	-0.072	-0.002	-0.214
Si	13.545	11.009	1.631	0.055	-0.101	-0.309
Si	-0.02	13.622	1.438	0.085	-0.022	-0.357
Si	1.385	1.349	2.732	-0.003	-0.002	0.007
Si	4.05	4.001	2.744	0.05	-0.027	0.031
Si	1.397	6.831	2.791	-0.048	0.039	0.016
Si	4.086	9.506	2.766	0.022	-0.034	-0.017
Si	1.317	12.281	2.896	-0.099	0.027	0.094
Si	4.114	14.943	2.917	0.042	0.032	0.201
Si	6.822	1.404	2.744	-0.045	0.001	0.026
Si	9.539	4.086	2.727	-0.04	-0.014	-0.023
Si	6.789	6.801	2.822	0.007	0.008	0.133
Si	9.548	9.506	2.839	0.013	-0.024	0.039
Si	6.817	12.185	2.761	0.092	-0.031	-0.019
Si	9.461	14.912	2.792	0.013	-0.038	0.091
Si	12.252	1.335	2.822	0.037	-0.034	0.012
Si	15.019	4.023	2.896	0.081	-0.037	0.199
Si	12.232	6.782	2.778	-0.016	0.033	0.006
Si	14.895	9.515	2.87	-0.002	-0.042	0.091
Si	12.19	12.377	2.888	0.016	0.104	0.134
Si	14.941	15.025	2.744	-0.03	0.001	-0.027
Si	0.004	16.343	4.135	-0.027	0.003	0.009
Si	2.71	2.685	4.166	0.054	0.06	-0.016
Si	0.047	5.459	4.199	-0.053	-0.04	-0.07
Si	2.743	8.174	4.179	-0.038	-0.074	0.037
Si	-0.036	10.873	4.233	0.08	0.022	-0.079
Si	2.711	13.611	4.263	-0.054	0.009	-0.058
Si	5.492	16.361	4.193	-0.04	-0.063	-0.063
Si	8.179	2.746	4.135	-0.033	-0.044	0.015
Si	5.412	5.392	4.145	0.059	0.035	-0.088
Si	8.159	8.153	4.21	-0.01	0.015	-0.097
Si	5.447	10.854	4.152	0.009	0.009	0.013
Si	8.131	13.555	4.183	0.023	0.06	-0.013
Si	10.852	16.286	4.165	0.058	0.039	-0.069
Si	13.612	2.681	4.227	0.02	-0.037	-0.041
Si	10.869	5.43	4.148	0.02	0.012	0.015
Si	13.555	8.13	4.208	0.053	0.074	0.017
Si	10.876	10.914	4.213	-0.052	-0.035	-0.072
Si	13.615	13.694	4.202	-0.088	-0.041	0.012
Si	1.367	14.986	16.508	-0.032	-0.05	0.007
Si	4.032	17.675	16.499	-0.006	0.038	0
Si	1.335	4.081	16.572	0.033	0.006	0.062
Si	4.076	6.771	16.568	0.023	-0.019	0.028
Si	1.339	9.5	16.551	0.026	0.01	0.031
Si	4.068	12.226	16.506	0	0.015	0.008
Si	6.808	14.954	16.493	0.023	-0.02	-0.025
Si	9.535	17.699	16.548	-0.013	-0.021	0.028
Si	6.811	4.101	16.545	-0.035	-0.027	0.019
Si	9.526	6.777	16.573	0.035	0.031	0.048
Si	6.821	9.491	16.534	0.011	0.008	0.007
Si	9.542	12.235	16.552	-0.007	-0.006	0.026
Si	12.249	14.984	16.555	0.013	-0.028	0.029
Si	-1.362	17.729	16.564	-0.033	0.031	0.028
Si	12.257	4.105	16.581	-0.033	0.02	0.05
Si	-1.375	6.792	16.599	0.014	-0.012	0.051
Si	12.242	9.504	16.595	-0.03	-0.003	0.038
Si	-1.384	12.225	16.562	0.013	0.02	0.023
Si	2.683	16.349	17.92	0.05	0.012	0.043
Si	5.39	2.728	17.822	0.006	-0.007	0.052
Si	2.672	5.448	17.958	0.036	-0.037	0.068
Si	5.515	8.081	17.91	-0.092	0.087	-0.023
Si	2.741	10.839	17.885	-0.072	0.033	0.078
Si	5.4	13.636	17.839	0.061	-0.061	0.021
Si	8.196	16.273	17.868	-0.071	0.03	0.05
Si	10.856	2.78	17.938	0.068	-0.015	-0.003
Si	8.17	5.433	17.973	-0.007	-0.032	-0.04
Si	10.901	8.103	17.966	-0.061	0.041	0.163
Si	8.178	10.855	17.9	0.021	-0.067	0.09
Si	10.904	13.609	17.931	-0.003	0.053	-0.031
Si	13.567	16.403	17.922	0.079	-0.063	0.02
Si	-0.003	2.735	17.992	-0.035	-0.026	0.065
Si	13.626	5.415	18.012	-0.048	0.061	0.201
Si	-0.032	8.176	17.965	0.03	-0.058	-0.037
Si	13.587	10.873	17.984	-0.005	0.03	-0.061
Si	0.009	13.624	17.853	0.068	0.034	0.065
Si	1.347	17.679	19.371	0.014	0.003	-0.092
Si	4.059	4.043	19.272	0.02	-0.077	-0.059
Si	1.314	6.831	19.36	-0.019	-0.011	-0.009
Si	4.144	9.444	19.216	0.035	-0.043	-0.222
Si	1.359	12.237	19.212	0.056	-0.032	-0.132
Si	4.056	14.98	19.25	-0.036	-0.054	-0.058
Si	6.732	17.624	19.107	-0.035	-0.081	-0.216
Si	9.486	4.07	19.375	0.098	0.089	0.062
Si	6.833	6.758	19.386	-0.016	0.068	0.039
Si	9.505	9.455	19.322	-0.033	0.027	-0.051
Si	6.789	12.289	19.159	-0.034	0.082	-0.173
Si	9.59	14.993	19.32	-0.008	0.026	0.059
Si	12.21	17.778	19.323	0.01	0.004	-0.055
Si	-1.318	4.077	19.452	-0.028	0.122	-0.068
Si	12.242	6.75	19.423	0.061	-0.13	0.001
Si	-1.39	9.508	19.372	-0.027	-0.042	0.029
Si	12.243	12.271	19.338	-0.061	-0.055	0.065
Si	-1.309	15.053	19.203	0.043	0.05	-0.129
Si	-0.001	16.313	20.746	-0.023	-0.039	0.344
Si	2.725	2.704	20.72	0.016	0.072	0.267
Si	0.012	5.502	20.865	-0.052	-0.001	0.146
Si	2.79	8.157	20.64	0.028	-0.066	0.235
Si	-0.015	10.932	20.629	0.024	0.163	0.162
Si	2.721	13.59	20.583	-0.037	0.014	0.185
Si	5.428	16.343	20.571	0.057	0.009	0.203
Si	8.018	2.606	20.492	-0.036	0.028	0.221
Si	5.425	5.359	20.67	-0.107	-0.077	0.231
Si	8.186	8.094	20.823	0.104	0.137	0.221
Si	5.501	10.867	20.47	-0.008	0.018	0.289
Si	8.139	13.593	20.561	-0.004	-0.02	0.226
Si	10.874	16.479	20.744	-0.058	-0.123	0.247
Si	13.609	2.682	20.792	0.116	-0.005	0.211
Si	10.874	5.343	20.86	0.023	0.045	0.109
Si	13.607	8.157	20.828	-0.179	0.016	0.078
Si	10.85	10.86	20.672	0.018	-0.074	0.213
Si	13.658	13.749	20.543	-0.003	-0.041	0.244
Si	1.146	14.64	21.996	-0.043	-0.165	0.075
Si	4.273	17.79	22.038	0.052	-0.038	0.187
Si	1.648	4.317	22.101	0.092	0.105	0.122
Si	3.881	6.504	22.02	-0.041	-0.01	0.012
Si	1.693	9.87	21.824	-0.048	-0.054	0.296
Si	3.967	12.019	21.805	-0.003	0.005	0.254
Si	7.007	15.19	21.866	0.037	-0.073	0.239
Si	9.08	17.507	22.017	0.091	-0.026	0.115
Si	6.477	3.648	21.918	0.059	0.155	0.103
Si	9.832	6.989	22.227	-0.027	-0.061	0.087
Si	6.985	9.803	21.956	0.057	0.011	0.009
Si	9.203	11.994	21.924	-0.039	-0.068	0.058
Si	12.591	15.349	21.918	-0.137	-0.017	0.08
Si	-1.53	17.485	22.184	-0.048	-0.069	-0.008
Si	12.471	4.16	22.247	-0.252	0.003	0.277
Si	-1.665	6.572	22.265	0.244	0.106	0.334
Si	11.978	9.322	22.097	-0.075	0.131	-0.064
Si	-1.156	12.579	21.907	0.059	-0.023	0.07
Si	13.236	4.685	30.264	0.125	0.235	-0.459
Si	6.553	18.111	26.598	-0.108	0.034	0.437
Si	3.04	12.324	28.294	-0.077	-0.063	0.008
Si	10.007	18.182	29.892	-0.208	0.017	-0.506
Si	-1.048	8.228	32.027	-0.113	0.216	-0.498
Si	12.975	20.147	33.164	0.205	0.072	-0.341
Si	7.425	12.545	26.333	0.069	0.072	0.441
Si	-2.276	13.203	32.561	0.192	-0.078	-0.476
Si	13.19	11.358	24.168	0.157	-0.028	0.154
Si	5.613	7.94	27.101	-0.018	-0.069	0.473
Si	8.271	10.459	29.965	-0.035	0.052	-0.396
Si	10.684	18.068	33.023	-0.024	-0.199	-0.244
Si	5.009	19.32	30.512	-0.061	0.261	-0.357
Si	9.657	5.593	25.125	0.128	0.134	0.393
Si	7.688	9.468	32.9	0.076	0.037	-0.126
Si	-2.016	10.887	27.083	0.097	-0.011	0.374
Si	8.733	15.41	29.142	-0.092	-0.182	-0.005
Si	6.301	15.238	27.661	-0.13	0.116	0.348
Si	5.062	8.453	24.139	-0.057	0.007	0.154
Si	12.806	7.529	30.207	-0.018	0.121	-0.118
Si	8.23	3.078	24.25	-0.119	-0.116	0.247
Si	10.971	12.576	33.218	-0.046	-0.016	-0.162
Si	3.31	5.892	27.931	-0.081	-0.076	0.083
Si	-1.233	17.662	29.034	-0.008	-0.099	0.053
Si	5.689	13.395	24.106	-0.025	-0.038	0.08
Si	12.913	8.189	27.39	-0.056	0.001	0.104
Si	2.053	9.15	24.639	-0.215	-0.045	0.548
Si	10.027	13.952	26.722	-0.155	0.007	0.339
Si	12.366	19.061	28.098	0.094	0.056	0.186
Si	10.015	12.87	30.349	-0.009	0.161	-0.434
Si	0.826	5.778	32.082	0.239	-0.125	-0.581
Si	12.376	4.296	25.337	-0.003	0.144	0.342
Si	10.995	13.536	24.032	-0.134	0.184	0.137
Si	10.36	8.373	28.858	0.068	0.013	0.012
Si	-0.256	3.912	29.863	0.003	0.037	-0.134
Si	12.496	13.11	28.487	-0.04	-0.017	0.109
Si	3.699	5.714	31.086	-0.126	-0.307	-0.445
Si	8.295	6.473	27.765	-0.024	-0.013	0.264
Si	3.781	14.588	26.414	0.001	-0.174	0.658
Si	2.467	15.173	32.909	-0.201	-0.062	-0.145
Si	0.972	10.314	27.151	-0.098	-0.06	0.209
Si	0.89	7.337	26.682	0.05	0.126	0.345
Si	4.714	17.349	32.876	0.056	0.178	-0.179
Si	1.238	13.415	30.559	-0.143	-0.096	-0.317
Si	-1.854	6.536	25.382	0.07	0.1	0.408
Si	3.814	19.129	27.643	0.033	0.143	0.254
Si	0.771	18.886	27.346	0.155	0.023	0.44
Si	-1.542	14.654	29.942	0.166	-0.087	-0.191
Si	0.402	18.748	24.331	-0.016	0.143	0.236
Si	5.442	7.27	32.923	-0.16	-0.152	-0.233
Si	2.538	16.348	24.241	0.155	-0.136	0.152
Si	5.782	10.747	28.221	-0.033	0.114	0.025
Si	-0.13	11.167	32.238	-0.065	-0.009	-0.483
Si	7.679	3.572	28.993	-0.113	-0.027	0.057
Si	1.335	14.993	5.572	0.048	-0.035	-0.021
Si	4.088	1.361	5.56	-0.008	-0.023	-0.041
Si	1.383	4.072	5.56	0.001	0.015	-0.037
Si	4.085	6.779	5.541	-0.005	0.005	-0.058
Si	1.367	9.517	5.569	-0.031	0.021	-0.05
Si	4.096	12.216	5.563	-0.029	0.013	-0.019
Si	6.81	14.957	5.56	0.004	0.007	-0.022
Si	9.511	1.362	5.53	0.001	-0.007	-0.061
Si	6.801	4.073	5.535	-0.007	0.007	-0.06
Si	9.524	6.78	5.557	-0.039	0.014	-0.033
Si	6.792	9.518	5.566	0.04	-0.018	-0.032
Si	9.501	12.238	5.585	-0.011	-0.013	-0.017
Si	12.226	14.987	5.584	0.046	0.041	-0.015
Si	14.982	1.338	5.578	-0.033	0.029	-0.025
Si	12.23	4.076	5.545	0.029	-0.009	-0.034
Si	14.959	6.791	5.563	0.017	0.008	-0.034
Si	12.226	9.527	5.573	-0.008	-0.022	-0.02
Si	14.938	12.271	5.572	-0.009	-0.015	-0.03
Si	2.721	16.33	6.939	-0.018	0.009	0.004
Si	5.446	2.723	6.926	-0.003	-0.002	0.013
Si	2.732	5.435	6.934	0.005	-0.015	0.001
Si	5.437	8.143	6.925	0.013	-0.007	0.008
Si	2.727	10.872	6.943	0.016	-0.018	0.007
Si	5.443	13.596	6.933	-0.013	0.019	-0.016
Si	8.168	16.323	6.927	0.008	-0.033	0.006
Si	10.87	2.716	6.918	0.004	-0.005	-0.007
Si	8.153	5.429	6.924	0.002	0.006	0.006
Si	10.871	8.154	6.934	-0.002	0.03	0.005
Si	8.146	10.874	6.95	-0.011	0.021	0.008
Si	10.872	13.605	6.941	0.014	-0.014	0.006
Si	13.6	16.327	6.953	-0.011	-0.011	0.029
Si	0.013	2.72	6.934	-0.016	0.007	0.006
Si	13.595	5.429	6.928	0.008	0.004	-0.007
Si	-0.001	8.157	6.933	0.004	0.002	-0.003
Si	13.589	10.892	6.941	0.011	0.004	-0.015
Si	-0.01	13.615	6.946	-0.012	0.005	-0.009
Si	1.366	1.367	8.316	0.024	0.006	-0.001
Si	4.091	4.08	8.309	0.02	0.027	0.002
Si	1.361	6.795	8.302	-0.029	-0.01	0.003
Si	4.082	9.504	8.309	-0.023	0.006	0.003
Si	1.36	12.243	8.305	0.014	0.014	0.001
Si	4.077	14.956	8.305	-0.017	-0.028	0.001
Si	6.801	1.358	8.302	-0.021	-0.022	-0.006
Si	9.514	4.073	8.3	-0.011	-0.009	-0.005
Si	6.8	6.792	8.303	0.005	0.01	-0.005
Si	9.513	9.511	8.312	-0.014	-0.018	0.006
Si	6.795	12.241	8.319	0.011	0	0.003
Si	9.52	14.967	8.314	0.019	0.026	-0.004
Si	12.233	1.371	8.308	0.036	0.023	0
Si	14.96	4.076	8.301	-0.007	-0.008	0.007
Si	12.24	6.797	8.301	0.01	0.01	0.006
Si	14.96	9.526	8.302	0.019	0.021	0.005
Si	12.229	12.245	8.316	-0.021	-0.022	0.003
Si	14.951	14.963	8.326	-0.02	-0.024	0
Si	-0.001	16.327	9.686	-0.001	0	0.001
Si	2.725	2.727	9.684	-0.015	-0.011	0.003
Si	-0.004	5.441	9.674	0.009	0.005	0
Si	2.716	8.153	9.683	0.016	0.005	0.006
Si	-0.001	10.882	9.681	-0.007	-0.006	0
Si	2.718	13.598	9.684	0.002	0.003	-0.001
Si	5.44	16.318	9.678	0.002	0.002	-0.009
Si	8.158	2.717	9.681	0.004	0.001	0.001
Si	5.443	5.44	9.685	-0.003	-0.008	0.001
Si	8.157	8.149	9.682	-0.005	0.009	0.003
Si	5.437	10.87	9.684	0.002	0.008	0
Si	8.162	13.601	9.686	-0.01	0	0
Si	10.881	16.326	9.686	-0.007	-0.025	-0.001
Si	13.596	2.727	9.679	-0.015	-0.004	0.005
Si	10.877	5.437	9.673	0.003	0.002	0
Si	13.601	8.162	9.673	0.001	0.004	0.005
Si	10.875	10.875	9.683	0.011	0.015	0.003
Si	13.592	13.598	9.693	0.016	0.001	0.011
Si	1.355	14.96	11.056	0.002	-0.005	0
Si	4.08	1.361	11.053	0.004	-0.002	-0.004
Si	1.356	4.087	11.05	0.006	-0.003	0.003
Si	4.077	6.796	11.058	-0.002	0.003	0
Si	1.354	9.514	11.057	0.006	0.008	0.002
Si	4.074	12.23	11.057	-0.001	-0.003	0
Si	6.801	14.961	11.057	0	-0.011	-0.005
Si	9.521	1.363	11.06	0.002	-0.004	-0.004
Si	6.803	4.08	11.057	-0.005	0.002	-0.004
Si	9.523	6.795	11.055	-0.013	0.004	0.003
Si	6.801	9.511	11.057	0.001	0.002	-0.003
Si	9.521	12.237	11.059	-0.002	0.001	0
Si	12.238	14.964	11.063	0.005	-0.003	0.001
Si	14.952	1.367	11.053	0.002	-0.001	-0.001
Si	12.239	4.088	11.053	0.007	-0.002	0.005
Si	14.959	6.803	11.05	-0.001	0.005	0.004
Si	12.242	9.518	11.053	-0.006	0	0
Si	14.955	12.236	11.061	-0.005	0.007	0.001
Si	2.712	16.326	12.424	0.006	-0.004	-0.001
Si	5.436	2.724	12.426	0.005	-0.01	-0.007
Si	2.712	5.442	12.431	-0.004	0.004	0.006
Si	5.439	8.154	12.431	0.006	0.007	-0.008
Si	2.712	10.871	12.436	0.008	-0.001	-0.001
Si	5.444	13.589	12.422	-0.008	0.014	-0.015
Si	8.16	16.323	12.433	-0.003	-0.011	0
Si	10.884	2.726	12.429	-0.011	0.003	-0.001
Si	8.166	5.436	12.433	-0.004	-0.005	0.003
Si	10.887	8.155	12.427	0.017	0.016	0.001
Si	8.17	10.864	12.428	-0.027	0.009	-0.003
Si	10.883	13.597	12.434	-0.007	-0.002	-0.002
Si	13.599	16.327	12.434	-0.002	-0.003	0.004
Si	-0.015	2.737	12.42	0.009	-0.027	-0.006
Si	13.595	5.452	12.428	0.008	-0.002	0.005
Si	-0.005	8.155	12.436	-0.004	0.009	0.004
Si	13.599	10.872	12.436	0.006	0.006	0
Si	-0.009	13.603	12.432	0.008	-0.004	-0.005
Si	1.339	17.693	13.784	-0.014	0.024	0
Si	4.071	4.08	13.8	0.018	-0.011	0
Si	1.35	6.792	13.816	0.041	-0.015	0.003
Si	4.072	9.503	13.807	-0.006	0.028	0
Si	1.342	12.233	13.801	-0.01	0.025	-0.006
Si	4.08	14.957	13.78	0.018	-0.035	-0.009
Si	6.8	17.692	13.799	-0.03	0.007	-0.005
Si	9.533	4.085	13.809	0.003	-0.022	0.002
Si	6.804	6.796	13.803	-0.018	0.011	-0.001
Si	9.536	9.51	13.807	-0.011	-0.005	0.001
Si	6.805	12.221	13.793	0.038	-0.016	-0.014
Si	9.527	14.963	13.804	-0.012	0.005	0.004
Si	12.249	17.697	13.808	0.008	-0.033	0.001
Si	14.954	4.099	13.804	-0.021	0.013	0.002
Si	12.241	6.804	13.815	-0.025	0.017	0.004
Si	14.949	9.505	13.816	0.007	0.008	-0.002
Si	12.242	12.235	13.811	0.006	0.001	-0.003
Si	14.955	14.968	13.81	0.007	-0.009	0.002
Si	-0.018	16.352	15.175	0.02	-0.027	0.002
Si	2.681	2.736	15.16	0.015	-0.039	-0.009
Si	-0.018	5.447	15.202	-0.005	-0.001	-0.022
Si	2.718	8.142	15.191	-0.017	0.009	0.005
Si	-0.017	10.871	15.184	0.018	0.011	-0.004
Si	2.714	13.602	15.147	0.011	-0.004	-0.006
Si	5.43	16.325	15.149	0.032	0.009	0.004
Si	8.164	2.729	15.175	0.008	0.006	0.012
Si	5.436	5.437	15.171	-0.012	-0.007	-0.014
Si	8.185	8.137	15.176	-0.01	0.035	-0.021
Si	5.449	10.857	15.165	-0.019	0.002	0.014
Si	8.175	13.577	15.157	-0.061	-0.011	0.005
Si	10.889	16.334	15.174	-0.006	0.002	-0.005
Si	13.598	2.75	15.185	0.022	-0.015	-0.021
Si	10.892	5.44	15.192	0.009	0.003	-0.024
Si	13.597	8.15	15.209	0.002	0.006	-0.011
Si	10.898	10.863	15.192	0.003	0.027	0.008
Si	13.596	13.603	15.184	-0.007	-0.002	0.005
O	1.923	15.119	23.369	-0.101	-0.106	0.128
O	-0.376	17.725	34.549	0.083	0.039	0.433
O	10.111	13.6	34.133	0.137	-0.021	0.144
O	8.127	16.239	22.518	-0.09	-0.044	-0.529
O	11.493	13.62	27.33	0.183	0.2	-0.109
O	8.854	8.834	33.839	0.082	0.061	0.024
O	12.381	4.095	29.014	-0.022	0.135	-0.037
O	8.138	10.861	22.549	-0.144	0.029	-0.624
O	4.395	6.901	27.309	0.005	0.237	-0.05
O	9.408	6.31	23.684	-0.152	0.04	-0.508
O	2.085	11.017	28.104	0.064	-0.313	0.247
O	9.331	15.111	27.64	0.204	-0.043	-0.219
O	13.682	16.345	22.717	0.055	-0.007	-0.653
O	12.179	3.645	23.835	-0.208	-0.147	-0.801
O	0.448	5.551	33.647	-0.149	-0.217	0.422
O	7.713	4.179	34.462	0.202	0.005	0.401
O	2.376	20.348	34.514	-0.105	0.155	0.611
O	1.2	9.196	23.255	-0.154	0.046	-0.372
O	2.35	9.64	34.474	0.104	-0.155	0.57
O	4.966	18.517	26.67	-0.011	-0.112	-0.324
O	5.98	6.017	33.811	0.202	-0.239	0.236
O	6.934	12.57	24.781	0.023	-0.166	-0.193
O	5.058	12.307	34.477	0.043	-0.016	0.515
O	3.329	5.974	29.537	-0.107	0.222	0.045
O	7.846	15.023	34.489	-0.08	0	0.65
O	12.49	5.288	33.721	-0.246	0.052	0.177
O	10.324	14.458	25.211	0.27	0.149	-0.302
O	8.355	10.012	31.518	-0.104	-0.015	0.519
O	9.247	18.412	23.412	-0.074	0.085	-0.416
O	0.732	8.734	27.551	-0.109	-0.051	-0.022
O	10.534	6.928	34.452	0.123	-0.289	0.259
O	-2.056	14.366	31.45	0.153	0.083	0.386
O	0.183	19.271	25.872	-0.261	0.011	-0.568
O	4.746	14.022	25.255	-0.021	0.066	-0.42
O	2.791	5.41	22.663	-0.036	0.137	-0.418
O	7.826	5.021	28.296	0.162	-0.062	-0.096
O	8.837	6.449	26.237	-0.024	-0.013	-0.409
O	9.516	6.978	28.727	-0.018	0.126	0.133
O	2.519	13.153	29.592	0.174	-0.01	0.257
O	-2.394	8.31	31.082	-0.013	-0.047	0.4
O	13.098	15.207	34.744	0.029	-0.234	0.445
O	5.861	8.096	25.508	0.198	0.052	-0.427
O	12.46	13.109	32.864	-0.127	-0.16	-0.112
O	6.621	8.304	32.547	0.094	-0.066	-0.058
O	6.934	10.677	33.697	0.111	-0.069	0.259
O	9.118	4.057	25.18	0.044	-0.218	-0.037
O	-0.088	13.924	29.714	0.042	-0.278	-0.217
O	12.548	10.031	23.477	-0.209	-0.206	-0.076
O	3.586	16.258	32.435	-0.082	0.193	-0.324
O	13.224	20.034	31.558	0.046	-0.231	0.507
O	11.114	18.186	28.68	0.039	0.053	-0.085
O	3.668	9.255	24.448	0.323	0.288	-0.12
O	3.808	16.993	23.429	-0.106	-0.007	-0.33
O	5.977	16.636	33.628	0.091	0.007	0.256
O	11.796	19.12	33.548	0.146	0.166	0.436
O	-1.408	8.007	33.601	-0.023	-0.112	0.596
O	11.109	11.151	33.978	-0.2	-0.048	0.327
O	-0.091	7.004	31.523	0.002	-0.259	0.312
O	-0.424	11.151	27.327	0.099	0.166	0.071
O	1.381	15.906	33.877	0.109	0.108	0.222
O	6.078	9.358	23.254	0.05	0.029	-0.06
O	11.317	8.612	27.524	0.13	0.222	-0.245
O	9.047	12.628	26.579	-0.076	-0.165	-0.241
O	9.227	9.514	29.037	-0.009	-0.011	-0.083
O	5.336	18.949	22.587	-0.059	-0.171	-0.325
O	-0.773	18.717	30.202	-0.023	0.08	0.184
O	-1.551	4.898	29.721	0.048	0.074	-0.273
O	1.025	3.68	23.494	0.092	-0.053	-0.242
O	4.141	4.153	31.271	-0.184	-0.03	0.319
O	7.356	18.79	27.844	0.277	-0.105	0.037
O	2.894	15.77	25.736	-0.162	0.213	-0.208
O	-0.957	18.221	23.572	-0.246	-0.198	-0.282
O	0.011	13.557	22.589	0.239	0.32	-0.38
O	4.766	12.434	23.186	-0.104	0.087	-0.098
O	11.15	16.658	33.732	-0.127	0.171	0.205
O	6.729	16.498	26.725	-0.076	0.229	-0.3
O	2.739	11.05	22.364	0.11	-0.077	-0.606
O	4.235	8.013	33.722	-0.224	0.042	0.296
O	-1.642	11.784	32.048	-0.257	0.142	0.273
O	2.358	18.505	27.273	-0.149	-0.151	-0.336
O	1.796	6.264	27.486	-0.07	-0.184	0.247
O	13.849	5.019	25.449	0.116	-0.213	-0.066
O	13.376	11.879	27.947	0.108	0.005	-0.017
O	9.466	14.4	30.191	0.144	-0.079	0.358
O	2.908	13.337	27.011	-0.081	0.074	-0.382
O	-2.397	9.424	27.641	0.211	-0.094	0.066
O	10.896	8.194	22.67	0.08	0.034	-0.153
O	4.695	7.084	23.332	0.141	0.03	-0.183
O	-0.208	9.608	31.78	0.213	-0.06	0.292
O	11.834	14.548	23.113	-0.17	0.144	0.144
O	5.248	18.076	31.516	0.188	-0.397	0.48
O	11.238	5.467	25.542	-0.015	0.113	-0.054
O	-2.045	12.016	23.16	-0.153	0.027	-0.273
O	11.527	12.683	29.733	0.008	-0.018	0.142
O	-0.052	17.583	27.903	0.092	0.046	-0.185
O	0.891	11.988	31.268	-0.189	-0.311	0.297
O	10.102	12.394	31.876	-0.252	-0.266	0.478
O	-1.433	13.576	33.899	0.228	-0.117	0.383
O	7.383	4.058	23.246	-0.232	0.011	-0.371
O	12.228	19.475	26.521	0.121	0.113	-0.206
O	14	10.953	25.505	-0.255	-0.148	-0.543
O	9.26	18.578	33.638	-0.131	-0.162	0.227
O	-1.38	6.983	23.876	0.212	0.173	-0.693
O	3.21	13.968	33.715	-0.025	-0.143	0.415
O	-0.553	6.655	26.374	-0.238	-0.361	-0.178
O	9.795	12.802	23.226	-0.052	-0.055	-0.107
O	6.271	14.612	23.216	-0.07	-0.152	-0.179
O	10.645	18.038	31.386	0.165	-0.264	0.393
O	13.283	7.522	25.959	-0.19	-0.048	-0.402
O	13.159	9.66	34.573	0.071	-0.102	0.705
O	3.734	4.416	27.413	0.2	-0.005	-0.109
O	6.999	7.467	27.824	-0.09	0.17	0.054
O	13.718	18.173	28.31	-0.024	-0.205	-0.339
O	-1.385	16.245	29.757	0.042	-0.042	0.324
O	7.081	15.329	29.109	0.152	0.086	-0.169
O	0.409	11.304	33.766	0.051	0.131	0.345
O	4.084	18.47	33.874	-0.029	0.191	0.268
O	12.561	6.051	30.818	-0.065	-0.135	0.541
O	5.109	9.345	27.762	-0.331	-0.104	0.085
O	13.599	14.23	28.898	-0.21	0.225	0.142
O	4.183	18.793	29.199	0.186	-0.29	-0.002
O	2.422	6.098	32.01	0.048	0.285	0.086
O	0.556	3.8	28.432	-0.181	0.113	-0.115
O	11.379	8.345	30.156	-0.144	0.08	-0.121
O	-1.966	19.687	33.885	-0.266	0.053	0.152
O	1.523	10.361	25.612	0.32	-0.042	-0.428
O	6.443	3.632	30.055	-0.148	0.177	0.062
O	1.426	17.504	24.387	-0.112	0.026	-0.161
O	6.809	11.222	27.044	-0.023	-0.069	-0.066
O	0.645	4.477	31.087	-0.121	-0.053	0.465
O	6.795	13.843	27.048	-0.129	-0.073	0.094
O	4.59	11.828	28.514	0.17	-0.051	0.011
O	9.062	16.901	29.624	0.056	0.04	0.046
O	4.662	15.186	27.689	0.137	0.213	-0.219
O	4.915	6.697	31.491	0.364	0.37	0.271
O	7.2	18.551	25.188	0.122	0.117	-0.472
O	1.667	14.566	31.624	0.354	0.252	0.42
O	13.485	5.436	22.457	0.044	-0.033	-0.286
O	13.254	7.211	28.656	0.141	0.165	-0.059
O	12.014	12.397	24.596	-0.102	-0.17	0.322
O	1.689	7.71	25.317	-0.046	-0.157	-0.362
O	6.694	10.481	29.547	0.174	-0.005	0.046
O	8.861	11.953	29.668	-0.153	0.055	0.188
O	9.058	19.512	29.779	0.376	0.163	0.251

Results
total energy: -101659.296 eV
total energy less fixed offsets of O -438.35, Si -107.03 eV per atom: -6.096 eV
